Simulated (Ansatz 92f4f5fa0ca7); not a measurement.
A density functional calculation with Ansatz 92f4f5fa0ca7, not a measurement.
Periodic cell of 212 atoms, Si132O80, from a study of silicon, its oxide and their interface. The atomic structure is a simulated model.

Settings: functional PBE; potential files Ansatz PAW; basis plane waves; wave-function cutoff 700 eV; density cutoff ratio 5; exchange-correlation grid ratio 1; k mesh 2 x 2 x 1, shifted by 0.5 0.5 0.5 of a step; self-consistency stop 5e-08 eV per atom in the density residual; occupations fixed; spin none; net charge 0.

Cell vectors (angstrom)
a, 10.938, 0, 0
b, 0, 10.938, 0
c, 0, 0, 31.9271

Atoms and the computed forces on them: element, x, y, z (angstrom), force x, y, z (eV/angstrom)
Si, -0.5252, 0.4898, 24.5701, -0.0313, 0.0444, -0.0524
Si, 5.8724, -0.1654, 24.5656, 0.0455, 0.0032, -0.0313
Si, 2.4404, 2.9833, 24.7431, -0.0223, 0.0149, -0.0379
Si, 8.7611, 2.229, 24.6077, 0.0244, -0.0391, -0.046
Si, 0.764, 4.7491, 24.6366, 0.0433, -0.0517, -0.0648
Si, 5.0711, 5.9072, 24.545, 0.0008, 0.0276, -0.0365
Si, 3.3795, 7.6548, 24.4111, 0.0074, -0.0369, -0.0459
Si, 7.5586, 8.7935, 24.3874, -0.0603, 0.0322, -0.056
Si, 1.2999, 1.3045, 25.8611, -0.0048, -0.0037, -0.0075
Si, 6.9893, 1.3533, 25.9109, 0.0098, 0.0112, -0.0267
Si, 4.1615, 4.1266, 25.8391, -0.0141, 0.0226, 0.0052
Si, 9.6806, 4.0933, 25.7226, -0.0109, -0.0319, 0.0182
Si, 1.5049, 6.7758, 25.6589, 0.0064, -0.012, 0.0015
Si, 6.8134, 6.9417, 25.7401, -0.014, 0.0092, -0.0133
Si, 4.1561, 9.5452, 25.6733, 0.006, -0.0236, 0.0051
Si, 9.4958, 9.5398, 25.6448, -0.0107, 0.0393, 0.0178
Si, 2.7548, -0.0636, 27.0982, -0.0005, 0.001, 0.074
Si, 8.2825, -0.0749, 27.2122, -0.0045, -0.0073, -0.0231
Si, -0.0137, 2.7253, 27.2063, 0.0105, 0.0068, -0.0124
Si, 5.5186, 2.7208, 27.1452, -0.0092, 0.0029, 0.075
Si, 2.7634, 5.4685, 27.1886, -0.0079, 0.0042, -0.0293
Si, 8.2261, 5.4922, 27.0531, 0.0303, -0.0144, 0.0511
Si, 0.0183, 8.164, 27.0111, -0.0013, -0.0087, 0.0636
Si, 5.4575, 8.2251, 27.1721, 0.004, 0.0032, -0.0401
Si, 4.1018, 1.3673, 28.5089, 0.0225, -0.1769, -0.3808
Si, 9.5708, 1.3673, 28.5089, 0.0974, -0.1553, 0.6443
Si, 1.3673, 4.1018, 28.5089, 0.019, 0.0424, 0.312
Si, 6.8362, 4.1018, 28.5089, 0.2993, 0.2491, -0.2935
Si, 4.1018, 6.8362, 28.5089, 0.0524, 0.1687, 0.411
Si, 9.5708, 6.8362, 28.5089, 0.1756, 0.0108, -0.6069
Si, 1.3673, 9.5708, 28.5089, -0.1049, -0.3387, -0.52
Si, 6.8362, 9.5708, 28.5089, -0.0229, -0.0648, 0.4237
Si, 0, 0, 29.8761, -0.0345, 0.1262, 0.0023
Si, 5.469, 0, 29.8761, 0.0387, 0.0151, 0.001
Si, 2.7345, 2.7345, 29.8761, -0.0383, 0.0187, -0.0231
Si, 8.2035, 2.7345, 29.8761, 0.0112, -0.0216, -0.0022
Si, 0, 5.469, 29.8761, 0.0324, 0.003, -0.0101
Si, 5.469, 5.469, 29.8761, 0.0514, 0.1113, -0.0187
Si, 2.7345, 8.2035, 29.8761, -0.0433, -0.1006, 0.0054
Si, 8.2035, 8.2035, 29.8761, -0.0772, 0.0317, -0.0181
Si, 1.3673, 1.3673, 31.2434, 0.0604, -0.0703, 0.0163
Si, 6.8362, 1.3673, 31.2434, -0.0835, 0.0373, -0.0113
Si, 4.1018, 4.1018, 31.2434, 0.0483, -0.0411, -0.0018
Si, 9.5708, 4.1018, 31.2434, -0.0036, -0.0186, -0.0109
Si, 1.3673, 6.8362, 31.2434, 0, 0.0378, 0.0012
Si, 6.8362, 6.8362, 31.2434, 0.046, -0.0788, 0.0125
Si, 4.1018, 9.5708, 31.2434, -0.0106, 0.0444, -0.0201
Si, 9.5708, 9.5708, 31.2434, 0.0485, -0.0557, -0.0003
Si, 2.7345, 0, 0.6835, 0.0398, 0.0146, 0.0181
Si, 8.2035, 0, 0.6835, -0.0405, 0.0891, -0.0057
Si, 0, 2.7345, 0.6835, -0.064, 0.0535, -0.0074
Si, 5.469, 2.7345, 0.6835, 0.0724, -0.0588, -0.0013
Si, 2.7345, 5.469, 0.6835, -0.0498, 0.0471, -0.0003
Si, 8.2035, 5.469, 0.6835, -0.0094, -0.0096, 0.0189
Si, 0, 8.2035, 0.6835, 0.006, -0.0323, -0.0002
Si, 5.469, 8.2035, 0.6835, -0.0686, 0.0529, -0.0152
Si, 4.1018, 1.3673, 2.0507, 0.0058, 0.0158, -0.0087
Si, 9.5708, 1.3673, 2.0507, 0.0389, -0.0265, 0.0049
Si, 1.3673, 4.1018, 2.0507, 0.0674, -0.0746, 0.0239
Si, 6.8362, 4.1018, 2.0507, -0.1112, -0.0107, -0.0151
Si, 4.1018, 6.8362, 2.0507, 0.0959, -0.0571, -0.0001
Si, 9.5708, 6.8362, 2.0507, 0.0522, 0.0689, -0.0129
Si, 1.3673, 9.5708, 2.0507, -0.0513, -0.0381, 0.0102
Si, 6.8362, 9.5708, 2.0507, -0.0055, -0.0718, 0.0305
Si, 0, 0, 3.418, -0.1534, -0.0113, -0.3153
Si, 5.469, 0, 3.418, -0.2722, 0.0568, 0.3438
Si, 2.7345, 2.7345, 3.418, -0.0977, -0.0171, -0.4406
Si, 8.2035, 2.7345, 3.418, 0.2279, 0.1085, 0.4047
Si, 0, 5.469, 3.418, -0.0551, 0.3337, 0.617
Si, 5.469, 5.469, 3.418, -0.1334, -0.1057, -0.9189
Si, 2.7345, 8.2035, 3.418, -0.3553, -0.1075, 0.5082
Si, 8.2035, 8.2035, 3.418, 0.2127, 0.0927, -0.3711
Si, 1.3352, 1.3863, 4.7408, -0.0029, 0.006, 0.0377
Si, 6.8268, 1.3827, 4.7957, -0.0064, -0.0131, -0.0718
Si, 4.042, 4.1733, 4.7028, -0.0098, -0.0105, 0.0124
Si, 9.5824, 4.1326, 4.8621, -0.001, 0.0169, -0.0673
Si, 1.3037, 6.8906, 4.9242, 0.0012, -0.0012, -0.05
Si, 6.8538, 6.7908, 4.6759, 0.0114, 0.006, 0.0264
Si, 4.0281, 9.5953, 4.8255, -0.0092, 0.0106, -0.0575
Si, 9.5542, 9.5974, 4.7782, 0.0041, -0.0081, 0.0306
Si, 2.5649, 0.0099, 6.2053, -0.0183, 0.0142, -0.0079
Si, 8.1854, 0.0095, 6.1617, 0.0076, -0.0453, 0.0043
Si, 0.0887, 2.7735, 6.199, 0.0229, -0.0055, 0.0148
Si, 5.4263, 2.8325, 6.0135, 0.0248, 0.0272, 0.0137
Si, 2.7183, 5.4305, 6.2205, 0.0146, -0.0259, -0.0204
Si, 8.1471, 5.5254, 6.1877, -0.0371, -0.016, -0.0051
Si, -0.1165, 8.3424, 6.3552, 0.0064, 0.0262, -0.0067
Si, 5.4637, 8.1182, 5.9744, 0.004, -0.0209, 0.0192
Si, 3.7569, 1.7506, 7.2043, -0.0363, 0.0356, 0.0414
Si, 9.8616, 1.1392, 7.3989, 0.0206, 0.0103, 0.0505
Si, 2.0052, 3.5134, 7.4815, 0.0465, -0.0454, 0.0584
Si, 6.2645, 4.621, 7.3132, -0.031, 0.0335, 0.0474
Si, 4.6046, 6.3547, 7.2761, 0.0664, -0.0364, 0.0587
Si, 8.9492, 7.3443, 7.4753, -0.0464, 0.0326, 0.0746
Si, 0.6469, 10.324, 7.5859, -0.0202, 0.0319, 0.0571
Si, 7.1121, 9.1211, 7.2622, -0.0206, -0.0401, 0.0356
O, 0.8553, 10.3237, 9.2626, -0.0226, -0.0105, -0.0057
O, 1.7342, 3.802, 9.1029, 0.012, 0.009, -0.0093
O, 9.3167, 1.8366, 8.8501, -0.0061, -0.0362, -0.0076
O, 5.9946, 9.5781, 8.4334, 0.0284, 0.0328, 0.0019
O, 4.6279, 1.1153, 8.464, 0.0009, -0.0139, -0.0063
O, 4.5194, 6.4973, 8.9626, 0.0021, -0.0198, -0.0028
O, 6.2702, 4.4861, 9.0044, -0.0082, 0.0107, -0.0126
O, 9.3062, 6.6818, 8.9743, 0.0004, 0.04, 0.0156
O, 2.9574, 2.2823, 23.3159, 0.0345, -0.0018, 0.0114
O, 5.3693, 11.9228, 23.4425, -0.0157, -0.0252, 0.0149
O, 8.5962, 2.2904, 22.9227, 0.0175, -0.0105, 0.0047
O, 0.7001, 4.7603, 22.9726, -0.017, 0.0301, 0.0016
O, 7.778, 8.2539, 22.8141, 0.015, 0.0081, 0.0311
O, 3.2639, 7.9302, 22.7501, -0.0102, -0.0146, 0.0047
O, 5.5411, 5.5071, 22.9898, -0.0211, -0.0086, 0.005
O, 10.4528, 11.3295, 22.8805, -0.0125, 0.0121, 0.0074
Si, 8.6667, 0.1555, 19.2525, -0.0046, 0.0076, 0.011
Si, 12.0977, 2.9218, 13.0006, 0.0043, -0.0074, 0.0019
Si, 5.5766, 0.0255, 9.1897, 0.0233, -0.0036, 0.018
Si, 4.3173, 1.8407, 22.5267, 0.0004, 0.0008, -0.0289
Si, 4.8433, 4.8403, 21.662, -0.0034, -0.0143, -0.0034
Si, 5.1841, 5.3287, 9.9286, 0.007, -0.0016, 0.0013
Si, 8.5895, 7.2525, 21.8244, 0.0188, -0.0212, -0.0127
Si, 3.1278, 8.7946, 18.7774, 0.0043, -0.0081, -0.0051
Si, 7.0282, -5.2066, 19.7918, -0.0046, -0.0081, 0.0029
Si, 8.4188, 8.1914, 19.0532, 0.0028, -0.0005, 0.0022
Si, -2.2031, -0.2856, 14.6645, 0.0005, -0.0044, 0.0022
Si, 9.4621, 7.2136, 10.5114, -0.001, 0.0181, -0.0057
Si, 5.3689, 2.3542, 14.8409, -0.0012, 0.0076, 0.0026
Si, 15.0883, 8.3362, 15.9442, -0.0027, -0.0004, -0.0004
Si, 9.5803, 1.4162, 21.9196, 0.0029, 0.0023, -0.0084
Si, 13.1394, 2.3542, 18.2042, 0.0031, 0.0056, 0
Si, 11.0648, 5.8151, 21.8916, -0.0058, 0.0048, -0.0075
Si, 2.7813, 7.0557, 21.4412, -0.0053, -0.0063, -0.0134
Si, 6.6574, -3.6694, 11.8869, -0.0037, 0.0017, -0.0003
Si, 14.2742, 0.493, 19.9399, 0.0054, 0.0016, 0.0073
Si, 2.8937, 3.8274, 15.4533, 0.0085, 0.0058, 0.0035
Si, 9.7088, 6.877, 16.6009, 0.0051, -0.004, -0.0012
Si, -0.0943, 10.0331, 10.5736, -0.0133, -0.0242, 0.0134
Si, 11.4652, 5.6731, 12.2831, 0.0013, 0.007, 0.0027
Si, 7.2261, 12.4325, 12.6866, 0.0007, 0.0066, -0.0041
Si, 7.1783, 7.8408, 14.8394, -0.0048, -0.003, -0.0034
Si, 10.9159, 3.4756, 19.9619, 0.0029, 0.0033, 0.0051
Si, 7.7267, 1.6254, 16.795, -0.0052, 0.0034, 0.0008
Si, 8.88, 4.1158, 17.8193, 0.0015, -0.0101, -0.0014
Si, 5.1571, -0.867, 11.9174, -0.0051, -0.0088, -0.0158
Si, 8.4628, 1.1557, 10.0778, -0.0322, -0.0117, 0.0002
Si, 3.516, 10.7581, 14.3637, 0.0047, -0.007, 0.004
Si, 2.3945, 4.1214, 10.5627, 0.0078, 0.0002, 0.0109
Si, 0.9113, -0.1716, 18.7342, 0.0023, -0.0017, 0.0013
Si, 0.5473, 0.0113, 13.4436, 0.0002, -0.0061, 0.0024
Si, 1.5772, 6.7196, 15.0021, 0.0028, -0.0001, 0.0031
O, 12.8298, -0.1241, 14.35, 0.0028, 0.0056, -0.0178
O, 8.0038, 2.0899, 11.3614, 0.0047, -0.0349, 0.0029
O, 8.6108, 0.4112, 16.1351, -0.0098, -0.0014, -0.0151
O, 3.8776, -2.881, 17.5306, -0.0101, 0.0226, -0.0098
O, 10.6863, 4.9857, 20.5393, 0.0119, -0.0218, 0.015
O, 5.5522, -5.7165, 20.2337, 0.0085, -0.0045, 0.014
O, 11.1836, 7.1138, 15.9048, -0.0025, -0.0048, -0.0158
O, 1.1654, 6.9843, 21.4894, 0.0157, -0.0217, 0.0108
O, 1.7078, 0.2239, 20.1316, 0.0251, 0.0063, -0.0279
O, 4.0108, 4.3077, 10.4442, -0.019, 0.0184, -0.0043
O, 9.8916, 3.2354, 18.7308, 0.0067, 0.0217, 0.0106
O, 8.382, -3.8398, 15.6599, 0.005, 0.0094, 0.0118
O, -2.2757, 0.6147, 20.8237, 0.0253, 0.0071, -0.0041
O, 9.1545, 8.0564, 20.5148, -0.0307, -0.0174, 0.0039
O, 13.0782, 13.9392, 14.2838, -0.0036, 0.0026, -0.006
O, 10.0969, -4.8139, 11.535, 0.0112, 0.019, -0.0153
O, 3.3503, 5.5129, 21.5361, 0.0036, 0.0339, 0.0077
O, 14.93, 10.1056, 19.247, -0.04, 0.0043, 0.0072
O, 2.0469, 2.8998, 11.6093, -0.0147, 0.0318, 0.0097
O, 6.3027, 0.2008, 12.3439, -0.0101, 0.0001, 0.0122
O, 9.8304, 6.5876, 22.6341, -0.0105, 0.0069, -0.0204
O, 10.6239, 2.3867, 21.1296, -0.0151, -0.0015, -0.0003
O, 7.7033, -1.5563, 14.5719, 0.0112, 0.0021, 0.0057
O, 6.3404, 2.597, 13.5243, -0.0014, -0.0419, 0.0158
O, 3.9295, -0.8901, 12.963, 0.0242, 0.0172, 0.0212
O, 9.424, -0.0725, 10.5958, 0.0143, 0.0092, -0.0116
O, 4.9037, 3.2187, 21.8597, -0.012, 0.0047, 0.007
O, 12.4046, 3.2941, 19.3309, -0.0118, -0.0139, -0.0071
O, 4.228, 12.2038, 14.4562, 0.0085, -0.0047, -0.0046
O, 7.8499, 9.7081, 18.9688, 0.0203, -0.0122, 0.0034
O, 11.1185, 15.1638, 12.9648, 0.0354, 0.0023, -0.0105
O, 2.2485, 5.3123, 15.4686, -0.0115, -0.0021, -0.011
O, 7.673, 4.6178, 18.7993, 0.0058, 0.011, -0.0053
O, 7.9937, 7.6439, 11.0431, 0.0275, -0.0298, 0.0064
O, 10.2766, -0.7028, 14.3019, 0.0047, 0.0162, -0.0131
O, 12.227, 1.0664, 17.7057, 0.0171, 0.0031, 0.0303
O, 10.4757, 8.4654, 10.4932, -0.0302, 0.005, -0.0012
O, 14.4861, 12.7095, 18.9361, -0.032, -0.0242, 0.0084
O, 5.6784, 7.8291, 15.5501, 0.0067, 0.0003, -0.007
O, 0.7207, 10.2699, 11.9653, -0.0295, 0.0039, -0.0072
O, 7.1284, -3.7704, 18.9893, 0.0347, -0.0015, 0.0168
O, 8.353, 3.1303, 16.6344, 0.0049, -0.0037, 0.0252
O, 1.6032, 9.3139, 18.3257, 0.0289, 0.0143, 0.0171
O, 4.5273, 3.7278, 15.1972, -0.0167, -0.0246, 0.0003
O, 6.2439, 1.7512, 16.1004, 0.0112, 0.0034, -0.02
O, 10.2353, -0.1719, 18.8582, -0.0028, -0.0029, 0.0059
O, 5.6896, 8.5547, 11.819, 0.0157, 0.0024, 0.0018
O, 9.6867, 5.3355, 17.1183, -0.0215, 0.0064, 0.0196
O, 3.9853, 0.7604, 21.3724, -0.0143, 0.0203, -0.0141
O, 8.387, 0.9086, 13.6369, -0.0168, -0.0028, 0.0043
O, 5.9132, 5.9716, 11.2363, 0.0089, 0.0222, -0.0052
O, 3.1616, -3.1897, 20.0257, -0.0055, 0.0036, 0.0162
O, 1.0462, 6.697, 13.4477, -0.0019, -0.0266, 0.0077
O, 7.8103, 1.2619, 18.393, 0.0032, -0.0047, 0.0033
O, 2.8634, 7.7332, 15.1056, 0.003, -0.0014, 0.0225
O, 2.6019, 3.2183, 16.9182, -0.0032, -0.0141, 0.0034
O, 7.0317, -3.9426, 13.4487, -0.0085, 0.0312, -0.0217
O, 7.7671, 5.9677, 21.2344, 0.0155, 0.0251, -0.0148
O, 1.7244, 5.4901, 11.1749, -0.0107, -0.0313, 0.0128
O, 0.2483, 12.5314, 13.1611, 0.0273, -0.0076, 0.0018
O, 7.034, 0.6882, 9.4713, 0.0187, 0.0097, 0.0071
O, 9.5158, 7.8842, 17.879, -0.0253, -0.01, 0.0088
O, 4.0764, 9.9388, 15.6536, -0.011, -0.0113, -0.0191
O, 4.6524, -0.3958, 10.4568, 0.0247, -0.0127, 0.0306

Results
free energy: -129426.941 eV
free energy less fixed offsets of O -569.03, Si -635.61 eV per atom: -4.021 eV

The program warned: the cutoff lies below the one the program advises for these potential files; the exchange-correlation potential is rough where the density is thin.
